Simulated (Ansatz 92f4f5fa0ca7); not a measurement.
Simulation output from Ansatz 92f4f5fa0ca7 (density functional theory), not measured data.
Periodic cell of 276 atoms, Si163O107As6, from a study of silicon, its oxide and their interface. The atomic structure is a simulated model.
Doubt: the cutoff is far below the 930 eV that the study's wrapper takes by default for these files, so forces and energies are approximate.
This geometry differs little from another in the collection (a relaxation step or a small displacement).

Settings: functional PBE; potential files Ansatz PAW; basis plane waves; wave-function cutoff 580 eV; density cutoff ratio 5; exchange-correlation grid ratio 1; k mesh 1 x 1 x 1, Gamma-centred; self-consistency stop 5e-08 eV per atom in the density residual; occupations fixed; spin none; net charge 0.

Cell vectors (angstrom)
a, 11.6015, 0, 0
b, 0, 13.3963, 0
c, 0, 0, 31.1381

Atoms and the computed forces on them: element, x, y, z (angstrom), force x, y, z (eV/angstrom)
Si, -0.0495, -0.3268, 24.4685, 0.0002, -0.0023, 0.0012
Si, 3.747, -0.2858, 24.1747, -0.005, -0.0064, -0.0016
Si, 7.6861, -0.093, 24.4299, -0.0011, 0.0016, -0.0002
As, 1.9238, 3.1813, 24.0996, 0.0049, -0.0011, -0.006
Si, 5.9171, 3.0469, 24.4148, 0.006, -0.0006, -0.0062
Si, 9.7078, 3.2725, 24.6029, 0.0052, 0.0062, -0.0006
Si, 0.097, 6.613, 24.5782, 0.0011, -0.0024, -0.0053
Si, 3.948, 6.4133, 24.4201, 0.0044, -0.0007, -0.0067
As, 7.8513, 6.5329, 24.2255, 0.0034, -0.0015, -0.0037
Si, 1.8338, 9.731, 24.4558, 0.0005, -0.0079, -0.0073
Si, 5.9111, 9.5919, 24.2457, 0.0024, -0.0068, 0.0088
As, 9.683, 9.8238, 24.2329, 0.0017, 0.0006, -0.0049
Si, 0.0477, 2.019, 25.1507, -0.0011, 0.002, 0.0197
Si, 3.847, 2.0159, 25.0596, -0.0016, 0.0041, 0.0144
Si, 7.8015, 2.0596, 25.4115, -0.0046, -0.0025, 0.0148
Si, 1.9861, 5.3332, 25.2455, -0.0039, 0.006, 0.0155
Si, 5.9277, 5.3586, 25.1594, -0.0022, 0.0055, 0.0217
Si, 9.7227, 5.5029, 25.3256, -0.0014, 0.0005, 0.0176
Si, -0.0674, 8.7997, 25.4475, -0.0036, -0.0008, 0.0217
Si, 3.8776, 8.6872, 25.1276, -0.0017, 0.0023, 0.0072
Si, 7.8175, 8.7007, 25.3068, -0.0015, 0.003, 0.0157
Si, 1.9188, 12.0127, 25.1839, 0.0022, 0.0073, 0.0146
Si, 5.7621, 11.9936, 24.9067, 0.0039, 0.0038, 0.0043
Si, 9.5756, 12.0513, 25.2264, 0.0023, -0.0013, 0.0181
Si, 0.02, 2.1095, 27.539, -0.0013, -0.001, 0.0007
Si, 3.8772, 2.0986, 27.4811, -0.0015, -0.0003, 0.005
Si, 7.7441, 2.1418, 27.72, 0.0005, -0.001, 0.0047
Si, 1.9707, 5.4608, 27.6011, 0.003, 0.0003, 0.0058
Si, 5.8231, 5.4511, 27.541, -0.0029, -0.0005, -0.0035
Si, 9.7123, 5.5121, 27.6623, 0.0041, -0.0021, -0.0075
Si, -0.0029, 8.8534, 27.742, 0.0045, 0, 0.0004
Si, 3.8843, 8.8255, 27.5283, -0.0004, 0.0002, 0.0103
Si, 7.7383, 8.8283, 27.6398, -0.0081, 0.0059, -0.0024
Si, 1.9426, 12.1559, 27.5651, 0.0019, -0.0029, 0.0034
Si, 5.7783, 12.1445, 27.4006, 0.0024, -0.0037, 0.015
Si, 9.623, 12.178, 27.5936, -0.0056, 0.0048, -0.0009
Si, 1.952, 1.0169, 28.3493, 0, 0.0031, 0.001
Si, 5.7868, 0.9816, 28.3378, 0.0029, 0.0054, -0.0032
Si, 9.6894, 1.0211, 28.3881, 0.0033, -0.0046, 0.0047
Si, 0.0365, 4.3515, 28.3793, 0.0004, 0.002, 0.0066
Si, 3.8969, 4.3381, 28.3561, -0.0001, 0.0041, 0.0044
Si, 7.7534, 4.4041, 28.4003, -0.004, -0.0014, 0.0041
Si, 1.9641, 7.7159, 28.3741, -0.0015, -0.0005, 0.002
Si, 5.7945, 7.6993, 28.3589, 0.0037, 0.003, 0.0023
Si, 9.6656, 7.7368, 28.4349, 0.0014, 0.001, 0.0086
Si, -0.0125, 11.1098, 28.3943, 0.0004, -0.0018, 0.0026
Si, 3.8837, 11.0665, 28.3463, -0.0002, -0.0008, -0.004
Si, 7.6852, 11.0835, 28.364, 0.0036, -0.006, 0.0026
Si, 1.9336, 1.1164, 30.7432, 0.062, -0.1965, -0.1373
Si, 5.8008, 1.1164, 30.7432, -0.1045, -0.3262, -0.2952
Si, 9.6679, 1.1164, 30.7432, 0.1328, -0.1769, 0.1607
Si, 0, 4.4654, 30.7432, 0.0617, -0.2114, -0.0159
Si, 3.8672, 4.4654, 30.7432, 0.0672, -0.2875, -0.1554
Si, 7.7343, 4.4654, 30.7432, 0.0142, -0.0515, 0.1767
Si, 1.9336, 7.8145, 30.7432, 0.1565, -0.1437, -0.0208
Si, 5.8008, 7.8145, 30.7432, -0.0568, -0.2058, -0.0777
Si, 9.6679, 7.8145, 30.7432, -0.0864, -0.1208, 0.4732
Si, 0, 11.1635, 30.7432, -0.0152, 0.0633, 0.1613
Si, 3.8672, 11.1635, 30.7432, 0.0929, -0.164, -0.2024
Si, 7.7343, 11.1635, 30.7432, -0.1529, -0.0634, -0.1165
Si, 0, 0, 0.3944, -0.0121, 0.0394, -0.0535
Si, 3.8672, 0, 0.3944, -0.0053, 0.2111, 0.0477
Si, 7.7343, 0, 0.3944, -0.125, 0.1002, -0.0744
Si, 1.9336, 3.3491, 0.3944, 0.0713, 0.2759, 0.1603
Si, 5.8008, 3.3491, 0.3944, -0.0854, 0.0938, -0.1335
Si, 9.6679, 3.3491, 0.3944, -0.0634, 0.2879, -0.1625
Si, 0, 6.6981, 0.3944, -0.0298, 0.0152, -0.0453
Si, 3.8672, 6.6981, 0.3944, -0.0659, 0.2024, 0.1418
Si, 7.7343, 6.6981, 0.3944, 0.0738, 0.1601, 0.0798
Si, 1.9336, 10.0472, 0.3944, 0.1181, 0.0547, -0.1695
Si, 5.8008, 10.0472, 0.3944, -0.0415, 0.1534, 0.0649
Si, 9.6679, 10.0472, 0.3944, -0.1043, 0.142, -0.2617
Si, -0.008, 0.0699, 2.7438, 0.0051, 0.0051, 0.0029
Si, 3.8427, 0.0911, 2.7658, 0.0008, -0.0015, 0.0001
Si, 7.6967, 0.0861, 2.7542, -0.0005, 0.0047, -0.0024
Si, 1.9405, 3.4616, 2.7861, -0.0029, -0.0016, 0.0041
Si, 5.7843, 3.405, 2.751, 0.0053, -0.0018, 0.0015
Si, 9.6488, 3.4695, 2.7403, 0.0016, 0.0019, 0.0027
Si, -0.0116, 6.7627, 2.7618, 0.0003, 0.0048, -0.0035
Si, 3.8568, 6.7764, 2.7815, 0.0031, -0.0027, 0.0051
Si, 7.7331, 6.792, 2.7626, -0.0014, 0.0016, 0.0049
Si, 1.9479, 10.1057, 2.75, -0.0004, 0.0011, 0.0096
Si, 5.7791, 10.128, 2.7712, -0.0006, 0.004, 0.0076
Si, 9.6272, 10.1546, 2.7326, -0.0005, 0.0074, 0
Si, -0.0244, 2.3339, 3.4491, 0.0064, -0.0013, 0.0073
Si, 3.8554, 2.3302, 3.6073, -0.0007, -0.0024, -0.0048
Si, 7.7383, 2.3313, 3.516, -0.0065, -0.0048, 0.0062
Si, 1.9208, 5.7179, 3.6345, -0.0027, 0.0032, -0.0093
Si, 5.8052, 5.6462, 3.4985, -0.0042, -0.0012, 0.0051
Si, 9.6522, 5.7024, 3.6188, 0.0046, 0.0036, 0.0037
Si, -0.0353, 9.0271, 3.4229, 0.0002, -0.0086, 0.0042
Si, 3.8738, 9.0085, 3.6201, 0.0019, -0.0011, -0.0067
Si, 7.7191, 9.0416, 3.5629, 0.0002, 0.0011, -0.0023
Si, 1.9246, 12.3359, 3.526, 0.0041, 0.0032, 0.0077
Si, 5.7589, 12.3747, 3.5576, -0.0017, 0.001, -0.0009
Si, 9.6334, 12.3918, 3.5207, -0.0088, -0.004, 0.0053
Si, -0.0756, 2.3879, 5.7662, -0.0006, 0.0032, -0.0159
Si, 3.8335, 2.4178, 6.0086, -0.0026, 0.0021, -0.0094
Si, 7.7936, 2.4159, 5.8593, -0.0056, -0.0038, -0.0151
Si, 1.8722, 5.8982, 6.0471, -0.0008, -0.0064, -0.0087
Si, 5.8566, 5.64, 5.836, -0.0003, 0.0054, -0.0138
Si, 9.6077, 5.7855, 6.0276, -0.0022, -0.0023, -0.013
Si, -0.0927, 9.1946, 5.7341, 0.0061, 0.001, -0.013
Si, 3.9255, 9.0678, 6.0361, -0.0081, 0.0021, -0.0043
Si, 7.7134, 9.1733, 5.9388, 0.0045, -0.0053, -0.0089
Si, 1.8664, 12.3386, 5.8752, -0.003, 0.0018, -0.0213
Si, 5.7025, 12.4919, 5.9319, 0.0063, -0.0055, -0.0056
Si, 9.6074, 12.5164, 5.8664, 0.0122, 0.0014, -0.0172
Si, 1.8229, 1.2202, 6.5185, -0.0051, -0.0024, -0.0071
Si, 5.86, 1.3402, 6.6972, 0.0124, 0.0003, -0.0065
As, 9.6798, 1.3082, 6.9205, 0.0022, 0.0011, -0.0003
Si, -0.0305, 4.604, 6.6658, -0.0004, -0.0037, 0.0013
Si, 3.8462, 4.7252, 6.7086, 0.006, 0.0032, 0.0051
As, 7.7201, 4.5667, 6.9854, 0.0025, 0.0017, 0.0099
Si, 1.8141, 8.2901, 6.7339, 0.0008, 0.0105, -0.0004
Si, 5.9095, 7.8511, 6.6767, 0.003, -0.006, -0.0009
Si, 9.6584, 8.1233, 6.758, -0.0021, 0.0038, 0.0032
As, -0.1266, 11.3443, 6.819, -0.0042, 0.0023, 0.0051
Si, 3.8202, 11.3201, 6.8348, -0.0009, 0.003, 0.0058
Si, 7.647, 11.4483, 6.7285, -0.0089, 0.0109, 0.009
O, 9.7444, 8.469, 8.3937, -0.0014, -0.0034, -0.0004
O, 5.2027, 9.538, 9.6481, -0.0001, 0, 0.0027
O, 6.1544, 1.3204, 8.3481, 0.0015, -0.0036, -0.0026
O, 6.2434, 7.5756, 8.3014, 0.0017, -0.0002, 0.001
O, 3.9952, 4.8512, 8.3707, 0.0027, -0.0008, 0.0029
O, 3.7529, 11.3823, 8.519, 0.0016, 0.0018, -0.0087
O, -0.0362, 4.4021, 8.3199, 0.0038, 0.0007, 0.0112
O, 7.4753, 11.6186, 8.386, -0.0024, -0.0047, -0.0051
O, 1.4894, 1.1348, 8.1486, 0.0025, 0.003, 0.0104
O, 11.5238, -0.7466, 22.8391, 0.0005, -0.003, -0.0035
O, 7.6482, 0.3571, 22.8076, 0.0009, -0.0015, 0.0013
O, 3.483, 12.9197, 22.5144, 0.0011, 0.0003, 0.0042
O, 6.1857, 8.9923, 22.687, 0.0002, 0.0049, 0.0029
O, 9.6157, 3.6417, 22.9728, 0.0019, -0.0055, -0.0023
O, 6.2263, 2.701, 22.7938, -0.0004, -0.0029, 0.0029
O, 0.3051, 6.9225, 22.9452, 0.0022, -0.0003, 0.0008
O, 4.0203, 6.3325, 22.756, 0.0004, -0.0003, 0
O, 1.4788, 9.4008, 22.839, 0.0021, 0.0063, 0.0058
Si, 7.8046, 5.0961, 12.7053, 0.0034, -0.0003, 0.004
Si, 6.6268, -4.1111, 16.6103, -0.0028, 0.0007, -0.0019
Si, 5.0099, 4.0847, 16.552, 0.0012, 0.0035, 0.0021
Si, 8.3961, -3.9034, 19.223, -0.0022, -0.0005, 0.0029
Si, -3.3944, 10.0683, 14.219, 0.0002, 0.0029, 0.0036
Si, 2.8474, 11.7919, 16.001, 0.0049, -0.0016, 0.0013
Si, -3.7422, 8.0036, 11.8919, 0.0036, 0.0025, -0.0004
Si, 3.6809, 16.0894, 14.0646, -0.0042, -0.0011, 0.003
Si, 5.0712, 13.3899, 14.6222, -0.0001, 0.0006, 0.0049
Si, 6.8406, 6.3766, 16.8249, 0.0009, -0.0002, 0.0005
Si, 10.183, 4.7483, 19.3634, 0.0005, 0.0004, -0.0024
Si, -0.1006, 0.1902, 21.5064, -0.0034, -0.0005, -0.008
Si, 0.9605, 8.0892, 21.9945, -0.0006, -0.0044, -0.011
Si, 9.7151, 13.9744, 11.1512, -0.0015, -0.002, -0.0098
Si, 1.263, 9.8158, 9.6287, -0.0046, 0.008, 0.007
Si, 0.9922, 7.8098, 16.9305, 0.003, -0.0003, 0.001
Si, 2.196, 1.5979, 9.5275, -0.0059, -0.0005, 0.0183
Si, 6.339, 8.2677, 21.221, -0.0002, -0.0048, -0.0136
Si, 3.4787, 5.6202, 9.7181, 0.0011, 0.0006, 0.0038
Si, 3.4474, 9.2491, 17.1604, 0.0006, -0.0012, 0.0001
Si, 5.6812, 12.4486, 11.6162, 0.0042, 0, 0.0008
Si, 8.1226, 11.8, 9.8714, 0.008, 0.0026, 0.0064
Si, 16.9521, 1.6079, 9.7299, -0.0049, 0.0035, 0.0171
Si, -1.6787, 9.1522, 9.8679, 0.0031, 0.0037, 0.0086
Si, 5.5324, 7.9554, 9.7188, -0.0012, -0.0004, 0.0046
Si, -0.9018, 3.0774, 16.7139, 0.0001, 0.0002, 0.0017
Si, 12.3163, 30.3462, 14.1041, 0.002, 0.003, 0.0012
Si, -0.6778, 7.7124, 19.5712, 0.0049, 0.0003, 0.0045
Si, 9.4647, 12.9516, 13.941, 0.0012, -0.0004, 0.0012
Si, 9.7813, 2.78, 21.6056, -0.0016, -0.0005, -0.0078
Si, 3.9888, -2.8294, 9.9377, -0.0041, -0.0044, 0.0014
Si, -1.1166, -1.5866, 19.0615, 0.0022, 0.0043, 0.0015
Si, 7.1823, 5.8117, 19.7544, 0.0003, 0.0012, 0.0015
Si, 0.7848, 4.4208, 9.7199, -0.003, -0.0064, 0.0056
Si, 1.9424, 11.2313, 18.7842, 0.0027, -0.0014, -0.0027
Si, 16.5283, 14.7285, 19.7081, 0.0031, -0.0015, -0.0042
Si, 5.196, 17.3497, 11.5755, -0.0009, 0.0011, -0.0034
Si, 10.3571, 3.483, 11.7235, 0.0035, -0.0022, -0.002
Si, 15.2815, 6.7934, 21.2284, 0.0012, -0.0002, -0.0061
Si, 6.4812, 14.8514, 16.9763, 0.0029, 0.0014, 0.0003
Si, 11.5402, 6.2224, 14.6869, 0.0004, 0.0013, 0.0015
Si, -4.535, 14.9963, 21.9001, 0.0028, 0.0045, -0.0148
Si, 4.5464, 4.3136, 19.5707, -0.0012, 0.0049, -0.0023
Si, 0.9676, -0.8318, 10.8768, -0.0028, 0.0062, -0.0002
Si, -2.2129, 0.4841, 16.9665, -0.0006, 0.0036, 0.0037
Si, -0.4575, 9.0878, 14.6651, 0.0007, -0.0028, 0.0014
Si, 8.809, 18.141, 15.367, 0.0042, 0.0023, 0.0015
Si, 12.3391, 11.7882, 13.7368, -0.0004, -0.0008, 0.0005
Si, 2.7578, 13.0553, 21.0489, -0.0039, -0.0003, -0.0077
O, 7.189, 9.3334, 20.3178, 0.0009, 0.0017, 0.0059
O, 8.7131, -0.072, 10.0342, 0.001, -0.0016, 0.0085
O, 3.9178, 4.7775, 11.0275, 0.002, 0.0024, 0.0005
O, 4.3208, -1.066, 15.5939, -0.0007, 0.0014, -0.0002
O, 8.6537, 11.5572, 13.7551, 0.0008, 0.0015, 0.003
O, 15.2309, 18.8513, 20.2832, -0.0006, 0.0014, 0.0064
O, 4.2301, 4.2876, 17.9685, 0.0007, -0.0003, 0.0014
O, 1.7364, 12.251, 14.924, 0.0005, 0.0014, -0.0003
O, 2.8166, 9.8641, 18.5494, 0.0001, 0.0042, 0.004
O, 4.8119, 7.8838, 20.7245, 0.0025, 0.0013, 0.0073
O, 10.0571, 5.5701, 14.7413, -0.0001, 0.0004, 0.0022
O, 2.1088, 2.8448, 13.6798, 0.0032, 0.0006, 0.0031
O, -0.5308, 12.7719, 13.8961, -0.0024, 0.0013, -0.0002
O, 10.6036, 14.9458, 17.2655, 0.0011, 0.0008, 0.002
O, -0.0916, 9.1827, 10.2829, -0.0022, 0.0021, -0.0011
O, 4.141, 7.1039, 9.838, 0.0026, 0.0004, 0.003
O, -2.459, 0.2228, 15.3799, 0.0014, -0.0015, 0.0014
O, -0.6491, 6.1029, 19.7961, -0.0006, 0.0019, 0.0023
O, 10.5443, 3.6028, 20.4494, -0.0017, -0.0011, 0.0085
O, 4.3792, 11.572, 11.159, 0.0008, 0.0017, 0.0039
O, 5.8253, 3.0038, 10.4124, 0.0002, -0.0004, 0.0038
O, 0.2279, 10.2492, 13.7844, 0.0003, 0.0015, 0.0031
O, 14.0078, 12.2228, 17.5342, 0.0001, 0.0018, 0.0046
O, 10.7101, 14.9109, 21.9718, -0.0042, 0.0051, 0.0054
O, 13.2143, 3.0399, 9.9823, -0.0006, 0.0013, -0.0059
O, 8.9365, 4.2191, 11.9532, -0.0022, 0.0036, 0.0061
O, 9.534, 9.3255, 14.8471, 0.0014, 0.0002, 0.0009
O, 5.5974, 18.9524, 16.1709, -0.0002, -0.0007, 0.0013
O, 2.684, 9.7005, 10.4365, 0.0045, 0.0022, 0.0027
O, 4.2736, 2.7897, 20.0715, -0.0025, -0.0008, 0.005
O, 6.6921, 6.6569, 18.43, 0.0015, 0.0026, 0.0036
O, 6.9957, 10.2315, 15.3247, 0.0015, 0.0004, 0.0007
O, 1.5444, 8.967, 8.2518, -0.0005, -0.002, -0.0018
O, 3.9488, 14.5069, 14.2619, 0.0027, 0.0012, 0.0005
O, 1.9306, 0.4537, 10.6353, 0.0016, 0.0088, -0.0046
O, -0.3043, 4.5457, 10.9168, 0.0079, 0.0012, -0.0034
O, 9.2919, 10.6618, 9.9939, -0.0009, 0.0022, -0.0026
O, -3.9592, 9.2454, 12.9267, 0.0007, -0.003, -0.0004
O, 8.1708, 6.6714, 12.7587, -0.0007, 0.0004, -0.0008
O, 8.3047, 2.315, 21.1125, -0.0005, 0.0004, 0.0167
O, 11.8848, 9.0505, 16.1184, -0.0007, 0.0015, -0.0007
O, -2.2561, 10.766, 19.5836, -0.0008, -0.001, 0.0023
O, 7.656, 9.7196, 17.7918, 0.0046, 0.0009, 0.005
O, 5.6131, 0.4795, 10.8536, -0.0015, 0.0046, -0.0006
O, 6.2876, 16.4559, 16.6877, -0.0008, 0.0005, 0.0027
O, -0.1939, 8.5055, 20.915, 0.0028, -0.0006, 0.0053
O, 4.6792, 16.5326, 12.8696, 0.0019, 0.0006, 0.0023
O, -2.4396, 8.2238, 10.9506, -0.0047, 0.001, 0.0053
O, 0.3037, 11.0731, 18.6937, -0.0016, 0.0013, 0.0022
O, 3.7652, 0.2517, 19.945, -0.0001, 0.0018, 0.0053
O, 0.3616, 3.2329, 15.6816, -0.0014, 0.0002, 0.0004
O, 6.1316, 0.9811, 20.7363, 0.0071, 0.0043, 0.011
O, 5.0814, 9.2573, 17.1712, 0.0023, 0.0008, 0.0018
O, 5.4059, 1.1218, 18.1624, -0.0005, 0.0008, 0.0053
O, -1.5478, 2.1409, 10.8323, 0.0026, -0.0012, 0.0056
O, 2.2164, 7.4816, 21.1521, -0.0015, 0.0019, 0.0073
O, 9.4052, 8.192, 19.1702, -0.001, 0.001, 0.0013
O, -3.6326, 1.0799, 17.5295, -0.0009, -0.0008, 0.0008
O, 10.7463, 12.8906, 20.2523, 0.0006, 0.0009, 0.0048
O, 9.8493, 12.5233, 17.7354, 0.0004, -0.0009, 0.0028
O, 9.3202, 16.6874, 15.8602, 0.0012, 0.0013, 0.0018
O, 2.6452, 7.8348, 16.9396, -0.0004, 0.0009, 0.0022
O, 6.2326, 14.0457, 15.57, -0.0001, 0.001, 0.0023
O, 6.934, 7.7886, 16.0516, 0.0011, 0.0018, 0.001
O, 6.5348, 7.7413, 10.9748, 0.0006, 0.001, 0.0021
O, 6.3727, 4.9759, 11.9791, -0.0013, -0.0005, 0.0029
O, 9.0615, 0.4948, 12.6601, 0.0005, 0.002, 0.0049
O, 3.9731, 3.5604, 15.4179, 0.0014, 0, 0.0009
O, 11.1104, 3.0408, 13.1166, -0.0021, 0.0018, 0.0015
O, 10.7214, 4.1817, 17.9219, -0.0015, 0.0017, 0.0031
O, -0.5528, 13.0734, 11.0365, 0.0016, 0, 0.0051
O, 8.5914, 5.0721, 19.4699, 0.0007, 0.0008, 0.0017
O, 12.1222, 6.4293, 16.2045, 0.0003, 0.0018, 0.0014
O, 7.0087, 11.644, 11.0716, -0.0026, 0.0014, 0.0032
O, -0.1677, 7.6554, 13.9204, 0.0012, 0.0024, 0.004
O, 5.6652, 12.7056, 13.2439, 0.0018, -0.0004, 0.0024
O, 7.173, 6.8332, 21.0481, -0.0015, 0.0029, 0.002
O, 14.5798, 10.1729, 15.906, -0.0005, 0.0026, 0.004
O, 12.0342, 7.9704, 18.4282, -0.0013, 0.0024, 0.0052
O, 1.8384, 5.6854, 9.716, 0.0004, 0, 0.0022
O, 1.0392, 11.4652, 9.6605, 0.0023, -0.0055, 0.0033
O, -3.9323, 4.5433, 14.2325, -0.0013, 0.0027, -0.0049
O, 17.7092, 4.6057, 19.9522, 0.0009, -0.0006, 0.0042
O, 8.2355, 5.5754, 16.6302, 0.0007, 0.0004, 0.0012
O, 0.9063, 5.1738, 13.9051, -0.0006, 0.0012, 0.0025
O, 1.436, 0.6162, 21.1559, 0.0038, 0.0002, 0.0056
O, 2.2786, 11.6617, 20.3304, 0.0016, 0.0021, 0.0053
O, 3.7898, 1.7266, 9.3038, -0.002, -0.0024, 0.002
O, 1.4616, 11.9401, 12.2944, 0.0021, 0.0007, 0.0048

Results
free energy: -193614.879 eV
free energy less fixed offsets of As -4856.12, O -568.88, Si -635.61 eV per atom: -3.569 eV

The program warned: the cutoff lies below the one the program advises for these potential files; the forces do not sum to zero within the program's tolerance; the exchange-correlation potential is rough where the density is thin.
